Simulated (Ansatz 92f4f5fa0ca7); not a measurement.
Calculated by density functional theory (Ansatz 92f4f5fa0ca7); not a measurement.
Periodic cell of 254 atoms, Si144O106N4, from a study of silicon, its oxide and their interface. The atomic structure is a simulated model.
Doubt: the cutoff is far below the 930 eV that the study's wrapper takes by default for these files, so forces and energies are approximate.
This geometry differs little from another in the collection (a relaxation step or a small displacement).

Settings: functional PBE; potential files Ansatz PAW; basis plane waves; wave-function cutoff 580 eV; density cutoff ratio 5; exchange-correlation grid ratio 1; k mesh 1 x 1 x 1, Gamma-centred; self-consistency stop 5e-08 eV per atom in the density residual; occupations fixed; spin none; net charge 0.

Cell vectors (angstrom)
a 10.938 0 0
b 0 10.938 0
c -2.638 -4.898 35.3093

Atoms: element, x, y, z (angstrom)
Si -1.4029 -6.0235 28.0127
Si 1.6441 -3.9328 27.8994
Si -1.5819 -0.7052 27.9282
Si 1.6069 -9.4529 27.5418
Si -6.9472 -6.0766 27.9015
Si -3.6599 -3.7213 27.9689
Si 3.9626 -0.6851 27.7006
Si -3.8069 -9.3767 27.7349
Si 0.1289 -4.9451 29.3799
Si 2.784 -2.2058 29.0722
Si 0.1039 -10.4553 29.0776
Si 2.7455 -7.751 28.9935
Si -5.3774 -4.8785 29.1549
Si -2.6492 -2.1794 29.3802
Si 5.5309 0.4839 29.0925
Si -2.6404 -7.7381 29.051
Si -1.2325 -3.5304 30.6321
Si 1.4641 -0.8328 30.4983
Si -1.2384 -9.0285 30.4748
Si 1.5222 -6.3764 30.55
Si 4.1947 -3.5059 30.5061
Si 6.8779 -0.7818 30.5759
Si 4.1853 1.922 30.4525
Si -3.9852 -6.3034 30.4755
Si -2.638 -4.898 31.891
Si 0.0965 -2.1635 31.891
Si -2.638 -10.367 31.891
Si 0.0965 -7.6325 31.891
Si 2.831 -4.898 31.891
Si 5.5655 -2.1635 31.891
Si 2.831 0.571 31.891
Si 5.5655 -7.6325 31.891
Si 1.3673 -1.3673 3.418
Si 4.1018 1.3673 3.418
Si 1.3673 4.1018 3.418
Si 4.1018 -4.1018 3.418
Si 6.8362 -1.3673 3.418
Si -1.3673 1.3673 3.418
Si 6.8362 4.1018 3.418
Si -1.3673 -4.1018 3.418
Si 2.7325 0.0557 4.8541
Si 5.4793 2.7343 4.7682
Si 2.5736 5.6376 4.6313
Si 5.5117 -2.7663 4.8417
Si -2.7995 0.0648 4.7844
Si 0.1199 2.6442 4.7815
Si 8.197 5.4622 4.8353
Si -0.068 -2.6559 4.7963
Si 1.5735 1.5215 6.3865
Si 4.0493 4.3039 5.7372
Si 1.3672 -3.9403 6.1465
Si 4.2142 -1.24 6.1512
Si -4.0823 1.4637 6.2599
Si -1.2663 4.0363 6.0198
Si 6.8159 -4.1928 6.3521
Si -1.4303 -1.2625 6.1632
Si -0.2068 0.3334 7.4695
Si 2.9108 3.606 7.6033
Si 0.2598 -5.6791 7.2775
Si 3.0445 -2.7872 7.4184
Si 5.7052 -0.0835 7.6647
Si -2.4042 2.6097 7.5129
Si 4.8934 5.5952 7.4574
Si -3.0201 -2.442 7.5448
Si -1.2708 -6.2653 33.2583
Si 1.4637 -3.5308 33.2583
Si -1.2708 -11.7343 33.2583
Si 1.4637 -8.9998 33.2583
Si 4.1982 -6.2653 33.2583
Si 6.9327 -3.5308 33.2583
Si 4.1982 -0.7963 33.2583
Si 6.9327 1.9382 33.2583
Si 0.0965 -4.898 34.6255
Si 2.831 -2.1635 34.6255
Si 0.0965 -10.367 34.6255
Si 2.831 -7.6325 34.6255
Si 5.5655 -4.898 34.6255
Si -2.638 -2.1635 34.6255
Si 5.5655 0.571 34.6255
Si -2.638 -7.6325 34.6255
Si 1.3673 1.3673 0.6835
Si 4.1018 4.1018 0.6835
Si 1.3673 -4.1018 0.6835
Si 4.1018 -1.3673 0.6835
Si 6.8362 1.3673 0.6835
Si -1.3673 4.1018 0.6835
Si 6.8362 -4.1018 0.6835
Si 9.5708 -1.3673 0.6835
Si 0 0 2.0507
Si 2.7345 2.7345 2.0507
Si 0 -5.469 2.0507
Si 2.7345 -2.7345 2.0507
Si 5.469 0 2.0507
Si 8.2035 2.7345 2.0507
Si 5.469 5.469 2.0507
Si 8.2035 -2.7345 2.0507
Si -4.2249 -4.8149 18.6129
Si 0.8121 -0.4962 12.2951
Si -0.779 2.2172 11.9155
Si 2.7816 5.9803 21.5464
Si 4.4119 0.0547 15.2357
Si -6.3697 -6.5752 24.8957
Si 6.0465 -9.187 24.7123
Si -0.1427 -9.7391 17.3318
Si -1.0289 3.1396 14.9949
Si 5.2262 1.3677 10.5951
Si -2.1973 -2.5524 25.6905
Si -3.0952 0.4968 11.5104
Si 2.0269 -0.7738 17.0778
Si 1.1345 -1.6937 9.4831
Si 1.6388 -6.4286 23.7051
Si -3.9677 -5.5123 23.3693
Si -2.6823 -11.8296 20.9159
Si 4.6047 4.3149 10.3315
Si -5.4578 -17.4095 20.9199
Si -2.324 -7.9378 23.7201
Si 2.2049 7.2098 15.9275
Si 4.8816 -3.0419 14.5064
Si 0.2455 -0.4716 22.2359
Si -1.7677 -1.496 13.1639
Si 6.0012 -4.0445 11.8011
Si -6.7917 -8.8922 19.7972
Si 2.5623 -11.3968 20.2752
Si -1.0156 -3.9494 9.4204
Si -2.5294 -5.7955 16.5368
Si 8.8298 -5.1724 12.0519
Si 1.3102 -7.8597 19.2279
Si 3.1477 1.2423 12.8328
Si -3.1122 -2.9904 15.6312
Si -1.2808 -5.1099 19.086
Si -8.3708 -13.1013 22.6487
Si 1.8162 -7.1363 11.9894
Si -3.035 -2.1723 10.494
Si 7.1359 -2.395 23.3309
Si -3.9385 -1.9666 18.3739
Si 0.2831 -9.0948 24.5431
Si -1.1684 -7.464 20.7815
Si 0.4052 5.4834 14.0166
Si 4.7043 -12.0955 24.6755
Si -5.0484 -10.161 17.6765
Si 7.5888 3.2294 10.4634
Si 1.4578 -4.7902 18.7451
Si -2.5841 1.502 19.1566
Si -0.1341 -4.7925 25.6616
N 4.2769 4.3576 8.6205
O -1.0898 -5.2367 13.3362
O 1.014 6.705 14.9127
O -2.8082 -6.4152 24.1072
O -2.6448 -4.9884 27.7038
O 0.3407 -0.4357 8.8288
O -3.0636 0.6283 20.4541
O 1.5043 -5.7803 12.8421
O -2.6466 -10.4991 27.3778
O 1.0999 4.5766 18.6998
O 3.1495 0.0963 16.2722
O 2.9048 0.5049 27.2427
O 0.8574 -3.7458 26.4559
O 1.4857 4.3863 8.0098
O -1.3201 1.4513 8.0199
O 2.1428 -0.0186 13.0856
O 5.9616 -0.7029 18.3831
N -2.3395 1.9792 11.1325
O 0.1899 0.5689 23.5069
O -2.3259 -7.9425 19.7303
O 5.2385 -8.0689 20.6873
O -2.7614 -4.4614 19.2629
O -10.9655 -10.1605 11.734
O 2.245 -4.5106 17.3571
O -1.5783 -7.8952 22.2768
O 6.2271 0.6243 11.6448
O -1.0282 -5.8667 20.5213
O -2.3553 -2.1492 14.4905
O 2.5744 -1.9376 8.7626
O -3.5928 -8.9709 23.7381
O -3.764 -1.5104 21.9691
O 5.2071 0.6517 9.0954
O 6.726 -1.3569 7.995
O 4.0802 -3.9677 7.9327
O -4.02 -16.5837 17.2092
O 1.9433 -2.1977 16.3365
O -1.2067 -1.5846 26.5677
O -10.6824 -8.1813 20.4319
O 3.2932 -1.3526 23.8718
O -1.4236 -6.0426 17.7267
O 2.3693 -4.4393 20.0557
O 0.5318 -0.1853 16.8516
O -1.2213 -11.7986 21.6392
O 1.0683 -8.8617 17.9794
O -1.4184 -3.9016 25.235
O -1.2438 -10.069 18.4826
O -3.1154 -2.0541 16.9663
O -2.8154 -1.7819 19.5531
O -3.5976 -2.931 26.4977
O -2.404 3.9292 15.4524
O 1.1579 -10.8795 20.9666
O 2.3778 -11.7723 18.6895
O 0.3513 -3.0948 9.2714
O 0.8931 -9.3596 26.043
O -8.6326 -8.3139 13.0151
O 4.5029 -1.3699 26.2884
O 6.2964 -3.3813 15.2308
O 2.8464 -7.9332 19.7111
O 3.6612 -3.8707 15.2022
O -4.8782 -14.2542 18.4937
O -11.0892 -12.2688 13.3142
O 1.7187 -6.0601 22.1147
N -2.3858 -2.9656 9.1091
O 7.4073 -4.4932 12.5337
O 2.8689 -4.95 27.4618
O -7.876 -6.1898 24.4545
O -5.2244 -10.3669 16.0741
O 5.2966 -5.2349 10.9074
O 4.6966 -6.599 26.5147
O -2.2307 -4.3421 15.8501
O 3.0912 -6.8582 10.9884
O -6.7161 -5.6901 21.5615
O -1.1314 2.5565 13.4799
O 0.2195 4.2045 15.0267
O -1.2229 -8.4984 24.7811
O 1.3174 -1.4219 11.0651
O 7.904 3.3691 8.8491
O -0.0251 6.8757 18.8684
O -0.8623 -5.1814 8.3815
O -1.1389 -4.564 10.9031
O -2.6574 -1.7864 24.3272
O 6.408 -2.7789 10.8246
O 1.2303 -7.9892 23.8189
O 2.8401 -3.7615 22.6618
O 7.4207 -3.9822 23.0545
O -9.9733 -12.7798 22.7861
O 5.7764 -5.7671 19.4994
O -5.2583 -2.2863 24.0353
O -7.2178 -10.2766 20.5187
O -4.2135 -6.2832 21.9456
O -0.7877 -9.0124 16.0349
O -5.3059 -5.489 24.3004
O -0.5599 -6.0987 26.5797
O 5.3694 0.3088 24.4226
O 0.5414 -5.4179 24.3359
O 0.3483 3.312 11.3469
O -3.6761 -9.3448 17.9653
O 3.7535 1.227 11.301
N 5.8051 3.0293 10.6045
O -2.0684 -2.3795 11.8224
O -2.7345 4.4542 11.3202
O 3.0866 -12.6581 21.1588
O -6.2497 1.6747 18.3096
O -2.5225 -0.0655 12.9309
O 4.9255 -8.0633 24.334
O 4.2564 1.1216 14.008
O 4.9644 -3.5304 12.9442
O -6.3166 -12.3734 14.6072
O -4.4513 -8.9682 26.2737
O -2.9346 -0.5632 10.2694

Results
free energy: -153371.390 eV
free energy less fixed offsets of N -385.13, O -568.88, Si -635.61 eV per atom: -1.750 eV

Forces (eV/angstrom), in the order of the atoms: element, x, y, z
Si -0.0619 0.0269 -0.1325
Si -0.0015 -0.0365 -0.1353
Si -0.0212 -0.0043 -0.1328
Si -0.0046 -0.0342 -0.0825
Si -0.0386 0.0564 -0.112
Si 0.0433 -0.0467 -0.1404
Si -0.0047 -0.0098 -0.0792
Si 0.0506 -0.0169 -0.1096
Si 0.027 0.0171 0.0036
Si -0.0007 -0.0211 -0.0448
Si -0.0417 -0.0008 -0.0335
Si 0.0035 -0.0345 -0.0407
Si 0.0284 -0.0047 -0.0379
Si 0.0044 0.0249 -0.0045
Si -0.0416 0.0186 -0.032
Si -0.0268 0.0028 -0.0282
Si 0.0008 -0.0112 0.0339
Si 0.0251 0.0151 -0.0103
Si -0.0054 -0.0121 -0.0113
Si 0.0135 -0.0022 0.0175
Si -0.0135 -0.0161 -0.0089
Si 0.0011 0.0078 0.0318
Si 0.0027 -0.013 0.0138
Si 0.0399 0.0291 -0.0019
Si -0.1159 -0.3675 0.0858
Si 0.3583 0.3177 0.5667
Si 0.0821 0.1238 -0.0958
Si -0.067 -0.3569 0.1031
Si 0.216 -0.1703 -0.1498
Si -0.3354 -0.0121 0.3368
Si 0.0108 -0.093 -0.3447
Si -0.1077 -0.0564 -0.4052
Si -0.031 0.3549 0.3372
Si -0.0794 -0.0903 0.0904
Si -0.4521 -0.1528 -0.6085
Si 0.2406 0.6219 -0.3845
Si -0.022 -0.1896 0.1232
Si 0.2371 -0.2047 0.0092
Si 0.1643 0.0719 0.0618
Si -0.23 0.045 0.2827
Si 0.017 0.0166 0.0344
Si 0.012 -0.0137 -0.0076
Si -0.0224 0.0288 0.0185
Si 0.0229 -0.0333 0.0227
Si -0.0133 0.0344 0.0066
Si 0.0408 0.0637 0.026
Si 0.0101 0.0353 0.0013
Si -0.01 0.0063 -0.019
Si -0.0685 -0.0452 0.0961
Si 0.0378 0.0305 0.0707
Si 0.0025 -0.0139 0.1307
Si 0.0111 -0.0382 0.0588
Si 0.0111 -0.0187 0.0974
Si 0.022 -0.016 0.0233
Si -0.0543 -0.0169 0.0952
Si -0.0084 0.0083 0.0129
Si 0.0194 0.0872 0.1915
Si -0.1081 0.1549 -0.1462
Si 0.0518 0.0372 -0.0075
Si 0.0404 0.0012 0.0091
Si 0.0278 0.068 -0.0568
Si 0.0072 0.0024 0.0035
Si 0.0498 0.0904 -0.1426
Si -0.0069 0.0033 0.0718
Si -0.0663 -0.007 -0.0101
Si -0.07 0.0203 0.002
Si 0.0219 0.0081 0.0037
Si -0.132 -0.0498 -0.0124
Si 0.0331 0.0929 -0.0164
Si -0.0856 -0.0647 -0.028
Si -0.0116 -0.0592 0.0052
Si 0.0455 0.0145 -0.0295
Si 0.0625 -0.0066 -0.0309
Si 0.033 0.0404 -0.0117
Si 0.0341 -0.0062 0.0041
Si -0.0152 -0.0212 -0.027
Si 0.0365 -0.0311 0.0077
Si 0.0414 0.0219 -0.0292
Si -0.0181 -0.0632 -0.0373
Si -0.0167 0.0295 -0.0166
Si -0.0512 0.0038 0.0418
Si -0.054 -0.0657 -0.0015
Si -0.0233 0.0074 0.0493
Si -0.0915 0.0889 -0.0219
Si 0.0373 -0.0467 0.0565
Si -0.064 0.0825 -0.0309
Si 0.017 0.0403 0.0338
Si 0.0719 -0.0234 -0.0075
Si -0.071 -0.0395 -0.0103
Si 0.1445 0.1659 0.0044
Si -0.0721 -0.2222 -0.0308
Si 0.2228 0.1204 -0.0303
Si -0.0997 -0.1183 0.0189
Si 0.1589 0.1587 0.0174
Si -0.0184 -0.0299 0.0282
Si 0.0474 0.0763 0.0132
Si -0.0138 0.0034 0.0542
Si -0.0439 0.0447 0.0688
Si 0.0442 -0.0156 0.0302
Si -0.0003 -0.0126 0.0711
Si -0.0045 -0.007 -0.0585
Si -0.0073 0.0269 -0.1578
Si 0.0217 0.0091 -0.1315
Si -0.0161 0.0248 0.0014
Si 0.0195 0.0138 -0.0344
Si 0.0038 -0.052 0.0708
Si -0.0695 0.0592 -0.1123
Si 0.0175 -0.0429 0.0483
Si -0.0034 -0.0039 0.0351
Si 0.0503 0.0286 -0.0236
Si 0.038 -0.0295 -0.0404
Si 0.0344 0.014 -0.0198
Si -0.0195 -0.0054 0.1322
Si -0.0102 0.0534 0.1272
Si 0.0135 0.0459 0.0908
Si -0.0256 0.0479 -0.0699
Si -0.0029 -0.0001 -0.018
Si -0.0025 -0.0126 -0.0455
Si -0.0072 -0.0638 0.051
Si 0.0281 0.0341 -0.0167
Si -0.0116 0.0121 -0.0251
Si 0.0062 -0.0115 0.1052
Si -0.0041 -0.0164 0.1051
Si 0.0015 -0.0404 0.0726
Si -0.0124 0.0259 -0.0222
Si -0.0492 0.0428 0.0578
Si -0.0143 -0.0204 0.0827
Si -0.0501 0.0098 0.0378
Si 0.0096 0.0255 -0.026
Si -0.0008 -0.0314 0.0803
Si -0.0271 -0.0278 0.0288
Si -0.0023 -0.0351 0.0519
Si -0.0298 -0.0394 0.0674
Si -0.0227 -0.0297 -0.046
Si 0.0305 -0.039 0.0349
Si -0.0326 0.0464 -0.162
Si -0.0192 0.0115 0.081
Si 0.0273 -0.0435 -0.0095
Si 0.0167 0.0046 -0.1806
Si 0.0156 -0.0224 0.033
Si -0.0066 -0.0031 0.0596
Si 0.0374 0.0326 0.09
Si 0.0095 -0.0067 0.0883
Si 0.0197 -0.0334 -0.0803
N -0.1882 -0.0557 -0.1791
O -0.0342 0.0061 -0.0452
O 0.0052 0.0108 0.0117
O 0.0033 -0.0105 0.031
O 0.0098 0.0045 0.1328
O 0.003 0.0064 -0.0705
O -0.0073 0.0142 -0.0548
O -0.0021 0.0061 -0.0149
O 0.0111 0.0002 0.1645
O -0.0285 0.0109 -0.0447
O -0.0127 0.0001 0.0154
O -0.0134 -0.0177 0.1166
O 0.0364 0.0155 0.0651
O 0.1015 -0.0886 -0.0137
O 0.0609 -0.0692 -0.156
O 0.0117 0.0047 -0.0324
O -0.0225 0.0003 -0.019
N -0.0414 -0.0429 -0.0574
O 0.0135 0.0332 0.0576
O 0.0031 -0.0107 -0.0597
O -0.0226 -0.0241 -0.0319
O 0.0131 0.0091 -0.0201
O -0.0047 -0.0051 -0.0146
O -0.0014 -0.0089 0.0047
O 0.0062 -0.0034 -0.009
O 0.0125 0.019 -0.063
O -0.0091 0.0089 -0.0583
O -0.0199 -0.0166 0.0281
O -0.0356 -0.0065 -0.0354
O -0.0242 -0.0333 0.0406
O 0.0003 0.0099 -0.0146
O 0.0178 -0.0574 -0.0431
O 0.0428 0.0101 -0.06
O 0.0263 -0.0573 -0.0503
O -0.0021 -0.0152 -0.0081
O -0.0153 0.0163 0.0038
O 0.0101 0.0386 0.0768
O 0.0233 0.0013 -0.0503
O 0.0081 0.0139 0.049
O 0.0053 -0.0121 0.0114
O -0.0215 0.0137 -0.0899
O 0.0178 -0.0114 -0.0112
O 0.0127 0.0051 -0.0315
O 0.0102 0.0025 -0.0251
O 0.0221 -0.0144 0.0249
O 0.0151 -0.01 -0.0336
O 0.0035 0.0062 -0.0019
O -0.0141 -0.0135 -0.0811
O -0.0252 -0.0365 0.0915
O -0.0153 0.0082 0.0302
O 0.0206 0.03 -0.0519
O -0.0054 -0.0131 -0.0627
O 0.0151 -0.0081 -0.0068
O 0.0531 0.0266 0.1773
O 0.009 0.0018 -0.0111
O -0.0348 0.0305 0.175
O -0.0168 -0.003 0.0082
O -0.0204 -0.0032 -0.0392
O 0.0036 -0.0045 0.0103
O 0.0018 -0.0021 -0.0053
O 0.009 -0.0041 -0.0362
O 0.0065 0.0019 0.0126
N -0.1019 0.0571 -0.1261
O 0.0526 -0.0419 0.0047
O -0.008 -0.0206 0.1756
O 0.01 0.0069 0.0473
O -0.0008 0.0128 0.0074
O -0.0156 -0.0174 -0.0279
O -0.0228 0.004 0.1189
O 0.0032 -0.0181 -0.0054
O 0.042 -0.0014 -0.0331
O 0.0048 0.0021 -0.0321
O -0.0067 -0.0059 -0.0075
O -0.0073 -0.0106 0.0145
O 0.0327 -0.0098 0.0781
O 0.0174 -0.0286 -0.0402
O 0.0143 -0.0181 -0.0253
O 0.0039 -0.0172 -0.0321
O 0.0086 0.012 -0.0314
O 0.0548 -0.0037 -0.0055
O 0.0602 -0.0278 0.1276
O 0.0235 0.0019 0.0127
O -0.0026 -0.0151 0.033
O 0.0064 0.0029 -0.0108
O -0.0017 -0.0074 0.0122
O 0.0172 0.0101 -0.0229
O 0.0114 0.0134 -0.0748
O -0.0203 0.0016 0.0454
O 0.0015 0.0214 -0.0356
O -0.0295 -0.0297 -0.0276
O 0.0096 -0.0122 0.0191
O -0.0154 -0.0066 0.0474
O -0.0272 -0.0285 0.0846
O -0.0076 0.0048 0.0531
O -0.0585 0.0636 0.0817
O -0.0117 0.0026 -0.0237
O -0.0204 0.0066 -0.0413
O 0.0104 -0.0062 -0.0782
N -0.0115 -0.0119 -0.0396
O -0.0279 -0.0193 -0.0524
O 0.0227 0.052 0.0026
O 0.0101 0.0236 -0.0524
O 0.0157 -0.0055 -0.0553
O -0.0213 0.0044 -0.0362
O -0.007 -0.019 0.0562
O 0.0212 -0.0164 0.0377
O -0.002 0.0298 0.0264
O 0.0049 0.0117 0.0044
O 0.0301 -0.0093 0.1381
O 0.0253 0.0121 0.0315

The program warned: the cutoff lies below the one the program advises for these potential files; the exchange-correlation potential is rough where the density is thin.
